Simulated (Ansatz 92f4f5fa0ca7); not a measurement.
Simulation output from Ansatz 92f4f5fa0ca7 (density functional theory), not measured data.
Periodic cell of 220 atoms, Si132O88, from a study of silicon, its oxide and their interface. The atomic structure is a simulated model.
This geometry differs little from another in the collection (a relaxation step or a small displacement).

Settings
functional: r2SCAN
potential files: Ansatz PAW
basis: plane waves
wave-function cutoff: 800 eV
density cutoff ratio: 5
exchange-correlation grid ratio: 1
k mesh: 1 x 1 x 1, shifted by 0.5 0.5 0 of a step
self-consistency stop: 1e-10 eV per atom in the density residual
occupations: fixed
spin: none
net charge: 0

Cell vectors (angstrom)
a  10.88  0  0
b  0  10.88  0
c  0  0  32.1344

Atoms and the computed forces on them: element, x, y, z (angstrom), force x, y, z (eV/angstrom)
Si  0.4148  -0.026  -0.0602  0.0018  0.0141  -0.0274
Si  2.401  2.8963  0.0417  0.0036  -0.0091  -0.0372
Si  0.2921  5.1888  -0.1087  -0.0027  0.011  -0.0379
Si  2.2939  9.2395  -0.3564  0.005  -0.0055  -0.0444
Si  5.8145  -0.1185  0.0006  0  0.0014  -0.0374
Si  7.904  2.7125  -0.0621  0.0005  -0.0099  -0.0417
Si  5.8159  5.0853  -0.0622  -0.0111  0.0025  -0.0509
Si  7.9862  8.4748  -0.0974  0.0064  -0.0039  -0.0351
Si  1.3345  1.4353  1.4902  -0.0013  0.0013  0.0054
Si  4.1186  4.0476  1.1995  -0.0014  -0.0001  0.0073
Si  1.3272  6.7608  1.2488  -0.0018  0.0008  -0.0085
Si  4.07  9.7038  1.1572  0.0023  0.0011  0.0082
Si  6.8449  1.3436  1.4541  -0.0001  -0.0015  0.0078
Si  9.5161  4.019  1.1023  0.0001  0.0025  0.0035
Si  6.8571  6.8108  1.1857  -0.0016  0.0047  0.0049
Si  9.6177  9.6269  1.1597  -0.0008  -0.0007  0.0074
Si  -0.0973  2.7777  2.6782  0.0014  -0.0044  0.0014
Si  2.8039  0.0838  2.694  -0.0015  -0.0015  -0.0006
Si  0.0011  8.1778  2.5739  -0.0019  0.0014  0.0002
Si  2.7976  5.4758  2.5648  0.0024  -0.0003  0.0038
Si  5.4057  2.7154  2.6696  -0.0006  -0.0009  0.0018
Si  8.2725  -0.0033  2.6698  -0.0009  -0.0029  0.0005
Si  5.3803  8.1579  2.4834  0.0017  0.0016  -0.0022
Si  8.2291  5.4505  2.5339  0.0014  -0.0012  0.0012
Si  1.3704  4.1301  3.9246  -0.0015  0.0011  0.0011
Si  4.106  1.3966  4.0827  0.0012  0.0004  -0.0002
Si  1.3972  9.5252  3.938  0.0007  0.0001  0.0015
Si  4.1078  6.822  3.9482  -0.0018  -0.0031  -0.0007
Si  6.8312  4.1098  3.9236  0.0003  -0.0004  0.0015
Si  9.5212  1.3823  4.0583  -0.0002  0.0008  -0.001
Si  6.7956  9.4918  3.8873  0.0011  -0.0009  -0.0002
Si  9.5433  6.806  3.9461  0.0003  -0.0004  -0.0007
Si  0.0352  -0.0029  5.3224  -0.0006  0.0004  -0.0012
Si  2.6949  2.7627  5.3388  0.0008  -0.0009  0.0003
Si  0.0289  5.463  5.3139  0.0008  -0.0014  -0.001
Si  2.7295  8.152  5.3162  0.001  -0.0002  -0.0007
Si  5.4795  -0.0277  5.324  -0.0009  -0.0008  0.0001
Si  8.1332  2.7357  5.3505  0.0012  -0.0013  -0.0001
Si  5.4644  5.4557  5.2939  0.0005  0.0007  -0.0004
Si  8.1477  8.1474  5.285  0.0006  0  -0.0001
Si  1.3649  1.3612  6.6787  0.0002  -0.0005  -0.0008
Si  4.0964  4.0953  6.667  -0.0005  -0.0004  -0.0004
Si  1.3841  6.7884  6.6908  -0.0002  -0.0002  0.0006
Si  4.095  9.5067  6.6747  0  0.0003  0.0005
Si  6.802  1.3404  6.6982  0.0003  0.0003  0.0004
Si  9.5341  4.0935  6.666  -0.0005  -0.0007  -0.0004
Si  6.7976  6.805  6.6628  0.0006  -0.0013  -0.0005
Si  9.5275  9.5088  6.6502  0.001  0.0001  -0.0005
Si  0.0001  2.709  8.0232  -0.0004  0.0002  -0.0008
Si  2.7148  -0.0136  8.0127  0  0.0013  -0.0006
Si  -0.0015  8.1397  8.0171  0.0002  -0.0005  -0.0005
Si  2.7505  5.4285  8.0531  0.0012  -0.0014  0.0001
Si  5.4197  2.6939  8.031  0.0001  -0.0014  0.0005
Si  8.1658  -0.0289  8.0365  0.0013  0  -0.0003
Si  5.4485  8.15  8.0458  0  0  0.0002
Si  8.1387  5.4348  8.003  0.0005  -0.0001  -0.0002
Si  1.3882  4.0343  9.384  0.0016  0.0002  0.0004
Si  4.0581  1.3233  9.3817  -0.0016  -0.0017  -0.0004
Si  1.3763  9.4856  9.3718  -0.0001  0  -0.0007
Si  4.1109  6.7838  9.418  0  -0.001  -0.0011
Si  6.7939  4.0599  9.3668  0.0004  -0.0005  -0.0009
Si  9.5122  1.3507  9.3707  0.0011  0.0003  -0.0023
Si  6.8073  9.4963  9.4238  0.0001  0.0004  0.0003
Si  9.4702  6.8024  9.3512  -0.0003  0  0.001
Si  -0.0356  -0.0564  10.6844  0.0016  0.0004  -0.0014
Si  2.7314  2.6561  10.7792  0.002  -0.0013  0.0005
Si  -0.0487  5.4094  10.6224  -0.0019  -0.0007  -0.002
Si  2.7549  8.1498  10.7671  -0.0005  0.0002  0.0031
Si  5.401  -0.0317  10.7484  0.0004  0.0029  -0.0005
Si  8.1403  2.6997  10.7283  -0.0003  -0.0016  -0.0007
Si  5.4729  5.4092  10.7699  -0.002  -0.0015  0.0028
Si  8.1438  8.1158  10.8091  0.0026  -0.0017  0.0004
Si  1.3426  1.2093  12.0495  -0.0007  -0.0016  -0.0004
Si  4.0987  4.0633  12.1144  0.0004  -0.001  -0.0035
Si  1.2447  6.7936  11.949  0.0013  0.001  0.0037
Si  4.1594  9.4533  12.1958  -0.0042  -0.001  0.0011
Si  6.7303  1.3665  12.0677  -0.0006  -0.0016  0.0025
Si  9.5337  4.07  12.0367  0.0025  0.0006  -0.0008
Si  6.8446  6.7047  12.2094  -0.0002  0.0025  0.0029
Si  9.4909  9.5405  12.1237  -0.0006  -0.0001  0.0032
Si  -0.0315  2.6211  13.2994  0.0008  -0.0024  0.0085
Si  2.6898  -0.1162  13.48  0.0031  0.0012  0.0021
Si  0.0029  8.1477  13.4079  0.0005  0.0016  0.0051
Si  2.5345  5.4099  13.2587  -0.0045  0.0036  0.0064
Si  5.5248  2.772  13.5371  -0.0014  -0.0031  0.0052
Si  8.0994  0.0686  13.4296  0.0054  0.0028  -0.0123
Si  5.4621  7.996  13.6219  -0.0012  -0.0054  0.0089
Si  8.3135  5.392  13.5617  0.0025  0.0029  0.0049
Si  1.4914  3.7727  14.5573  0.0039  0.0013  -0.0453
Si  3.8211  1.5848  14.5949  0.0014  0.0085  -0.0455
Si  1.602  9.0943  14.8316  0.0067  -0.005  -0.0465
Si  3.7457  6.7894  14.6165  -0.0016  0.0143  -0.0596
Si  7.1719  3.876  14.9266  -0.0024  -0.005  -0.0429
Si  9.2677  1.6043  14.6608  0.009  0.0068  -0.0482
Si  6.9413  8.7783  15.3531  0.0082  -0.0165  -0.0799
Si  9.5354  6.9512  14.8972  -0.0056  0.0006  -0.0464
Si  2.8654  12.1567  17.1928  -0.0009  0.0049  -0.0644
Si  5.9907  12.2205  23.6062  -0.0015  -0.0065  -0.0579
Si  6.5979  9.5423  18.3665  -0.0079  -0.0052  -0.0793
Si  11.7242  6.2045  19.6564  0.0216  -0.0065  -0.0828
Si  4.1481  3.4893  18.3907  -0.0112  0.0132  -0.0391
Si  0.744  -5.3798  16.8661  -0.004  -0.0056  -0.0731
Si  3.5963  10.9096  22.3278  0.0143  0.002  -0.0713
Si  7.2468  8.7232  26.1584  0.0022  0.0049  -0.0505
Si  3.2509  6.0602  18.3989  0.0035  -0.0021  -0.0535
Si  9.8685  -2.673  20.8113  0.0042  0.009  -0.0699
Si  16.0761  5.0625  16.8686  0.0134  0.0102  -0.072
Si  2.6472  8.0895  23.4969  -0.0049  -0.001  -0.0525
Si  -0.0981  20.7171  28.3578  -0.0007  -0.005  -0.0651
Si  4.5675  8.1756  27.4071  0.0085  -0.0102  -0.0536
Si  15.3848  0.6842  19.3771  -0.0092  0.0244  -0.0733
Si  8.0552  11.4358  21.6674  -0.0005  -0.0101  -0.0707
Si  11.0363  10.9516  16.7435  0.0085  -0.0028  -0.0737
Si  -8.1092  -0.8548  28.8264  -0.0009  -0.0006  -0.0615
Si  1.9788  2.4518  23.442  0.002  -0.0016  -0.0474
Si  9.917  17.8091  23.5352  0.0109  0.0021  -0.0605
Si  17.8634  8.4801  21.0067  0.0009  0.0076  -0.0701
Si  -6.313  6.3374  24.9689  0.0025  0.0037  -0.0544
Si  5.2097  14.384  28.1283  0.0037  -0.0032  -0.0585
Si  -2.8095  11.5879  25.867  0.0003  -0.0045  -0.0566
Si  5.5411  17.0191  29.2197  0.0048  0.0077  -0.0643
Si  9.968  7.2703  29.8852  0.0042  0.0049  -0.0658
Si  4.1053  12.3316  30.0538  0.0029  0.0106  -0.0615
Si  -3.9257  7.2214  23.6377  0.0019  -0.0001  -0.063
Si  0.2973  19.8425  25.2571  0.0036  -0.0092  -0.062
Si  8.1802  3.1232  27.8856  -0.0101  -0.0055  -0.0499
Si  4.2457  3.286  25.1367  -0.0065  -0.0058  -0.0576
Si  9.3223  10.6646  19.3031  0.0158  -0.0057  -0.0674
Si  1.2534  5.398  22.5279  -0.0079  0.0007  -0.0719
Si  -1.3291  12.1865  29.8186  -0.0021  -0.0004  -0.0645
Si  -0.5656  11.6247  23.9183  -0.0059  0.0001  -0.0558
Si  8.2298  6.1273  27.7966  -0.0058  0.0066  -0.0533
O  -0.075  0.9759  -1.3236  0.0086  -0.0115  0.0342
O  1.93  -3.1844  0.0214  -0.001  -0.0037  0.0181
O  4.9764  7.6008  -3.2727  0.0063  -0.006  0.0258
O  -1.2979  10.8845  -3.3452  0.0005  0.0116  0.0299
O  1.3846  4.0382  -0.6043  0.0017  -0.0006  0.0241
O  -0.15  6.1407  -1.3793  0.0123  -0.0192  0.0364
O  2.8105  9.2292  -1.9031  -0.0048  -0.0039  0.0523
O  -3.0588  18.1912  -5.382  0.0039  -0.013  0.03
O  2.8806  1.7924  -1.0829  -0.0143  0.0064  0.0267
O  5.3393  0.8136  -1.2628  0.0075  -0.0071  0.038
O  6.8573  3.8973  -0.5644  0.01  0.0015  0.0269
O  8.3319  1.6497  -1.2699  -0.0098  0.0084  0.0368
O  5.1835  5.783  -1.3948  0.0072  -0.008  0.0571
O  8.6764  7.8222  -1.4351  -0.0145  0.007  0.0396
O  6.8475  9.5883  -0.5488  0.0016  -0.0018  0.0166
O  2.7577  2.8035  14.863  0.0022  -0.0068  0.0222
O  4.7773  6.3582  17.869  -0.0071  0.0011  0.0277
O  6.3399  -1.9107  16.8667  -0.0025  0.0127  0.0659
O  -1.0295  0.6448  15.8354  0.0106  -0.0082  0.0523
O  2.3173  6.9086  19.4008  -0.0151  0  0.029
O  -2.6932  9.8599  18.474  0.0093  0.0004  0.0275
O  2.7632  7.9904  15.2507  -0.0079  -0.008  0.0363
O  4.5131  5.6198  15.4951  0.0113  -0.0113  0.0513
O  4.2344  10.9443  20.8351  -0.0113  -0.0089  0.0623
O  6.6785  4.6085  16.3395  -0.0108  -0.0009  0.0399
O  14.3288  4.6735  19.2584  -0.0105  -0.0085  0.0291
O  15.6998  0.2492  23.3588  0.0026  0.0049  0.0267
O  8.3028  7.8693  15.5055  -0.0007  0.0108  0.0274
O  11.6168  9.5305  16.1836  -0.02  0.0115  0.0298
O  9.3208  11.4346  22.667  0.0188  0.0019  0.0412
O  4.781  13.1876  19.3331  0.0055  -0.0217  0.0261
O  6.1678  19.4298  19.6006  0.0024  -0.0101  0.0422
O  0.8073  5.3024  20.9779  -0.0072  -0.0058  0.0572
O  4.0575  11.8702  16.1148  -0.0066  -0.0022  0.0482
O  0.7589  15.0443  15.9662  -0.0045  0.0091  0.0408
O  8.5979  11.8493  20.1729  -0.0128  0.0076  0.035
O  13.774  2.8212  17.6244  0.0019  -0.0005  0.027
O  1.7625  19.2585  24.8391  -0.0069  0.004  0.0258
O  3.1755  0.3661  18.4908  0.0132  -0.0072  0.0349
O  3.9258  4.8616  24.9134  0.0025  -0.0012  0.0194
O  6.1026  -4.7299  24.4961  -0.0091  -0.0048  0.0249
O  2.313  5.9657  17.0324  0.0058  0.003  0.0339
O  2.0831  17.6783  22.6649  0.012  0.0099  0.0249
O  0.4685  12.8353  23.6873  -0.003  -0.0002  0.0178
O  2.6185  1.327  22.4473  -0.0093  0.0087  0.0255
O  1.9621  3.9754  22.8576  0.0053  -0.0128  0.0194
O  5.7767  0.0209  18.6433  -0.0021  0.0007  0.0292
O  8.2583  2.714  15.35  -0.0038  0.0014  0.0159
O  10.5029  0.1285  18.2646  -0.0179  -0.0085  0.0508
O  7.3126  -0.6626  14.6965  -0.0068  -0.0063  0.0277
O  10.5532  6.4885  16.1207  0.0208  -0.0093  0.0371
O  12.288  11.9371  16.5927  0.0046  0.0021  0.0222
O  7.3497  9.9703  21.5474  -0.0016  0.0062  0.0276
O  6.2863  7.6557  22.2124  -0.0046  -0.0141  0.0397
O  -1.2718  17.4309  28.4902  0.0098  0.0057  0.035
O  2.8796  9.4682  22.64  -0.004  -0.0131  0.0231
O  11.2127  16.16  18.4154  -0.0077  0.0116  0.0471
O  14.9421  -3.3699  23.984  0.0078  -0.0064  0.0265
O  8.3791  6.5087  23.3821  -0.0051  -0.0057  0.0222
O  6.7387  14.1463  28.6019  -0.003  0.0022  0.0177
O  10.829  16.4715  23.4825  -0.0025  0.002  0.0281
O  8.3525  7.704  20.657  -0.0029  -0.0024  0.023
O  -0.8681  -1.1161  20.4583  -0.0027  -0.0046  0.0319
O  -6.0855  13.8792  26.6399  0.0059  -0.0008  0.0414
O  -0.7584  7.7833  24.8905  0.001  0.0115  0.0334
O  -0.075  8.5879  29.411  -0.0051  -0.0078  0.0299
O  -5.0899  19.9131  26.7948  -0.0085  0.0006  0.0211
O  11.0504  21.1153  24.2666  0.0018  -0.0048  0.0258
O  -3.0339  1.8916  26.9094  0.0044  0.0114  0.0351
O  10.7234  -3.4431  19.7168  -0.0051  0.0196  0.0321
O  -1.4026  12.0018  25.2263  -0.0091  0.0054  0.0306
O  -9.5796  -0.2673  28.5531  0.0041  -0.0012  0.03
O  -3.7457  6.0947  28.9809  -0.0058  -0.0039  0.0241
O  8.115  10.0647  26.4494  0.0031  -0.004  0.0184
O  6.9089  1.542  22.2694  -0.0089  0.0051  0.0319
O  2.8573  2.4993  24.816  0.0092  0.0029  0.0264
O  -0.0273  20.2079  26.8064  0.0013  0.0072  0.047
O  3.7521  11.2852  28.8883  0.0029  0.0035  0.0281
O  7.1475  8.55  24.5481  0.0005  0.0056  0.031
O  10.3615  7.9182  22.317  0.0013  -0.012  0.0469
O  6.8912  11.6072  24.7805  0.0072  -0.0051  0.0362
O  4.3692  13.7112  29.3048  -0.0057  -0.0143  0.0326
O  3.2473  9.0752  27.6089  -0.0082  0.0076  0.0262
O  4.2953  6.9287  26.4342  0.0014  0.0075  0.0357
O  8.4391  4.6039  27.2117  0.0017  -0.0013  0.0177
O  5.3549  13.6401  24.0659  -0.0012  0.0092  0.0255
O  4.8783  15.9541  28.2035  -0.0046  0.0055  0.0312
O  -1.4535  13.517  28.8401  0.0084  -0.0096  0.0328

Results
free energy: -134618.456 eV
free energy less fixed offsets of O -570.45, Si -639.56 eV per atom: 3.064 eV

The program warned: the cutoff lies below the one the program advises for these potential files; the forces do not sum to zero within the program's tolerance; empty levels may hold ghost states of the PAW files; the exchange-correlation potential is rough where the density is thin.
